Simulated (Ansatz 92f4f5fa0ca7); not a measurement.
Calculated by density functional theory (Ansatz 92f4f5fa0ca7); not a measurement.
Periodic cell of 223 atoms, Si131O90As2, from a study of silicon, its oxide and their interface. The atomic structure is a simulated model.
This geometry differs little from another in the collection (a relaxation step or a small displacement).

Settings: functional PBE; potential files Ansatz PAW; basis plane waves; wave-function cutoff 700 eV; density cutoff ratio 5; exchange-correlation grid ratio 1; k mesh 2 x 2 x 1, shifted by 0.5 0.5 0.5 of a step; self-consistency stop 5e-08 eV per atom in the density residual; occupations fixed; spin none; net charge 0.

Cell vectors (angstrom)
a	10.938	0	0
b	0	10.938	0
c	0	0	32.1988

Atoms: element, x, y, z (angstrom)
Si	10.6001	0.2273	24.8766
Si	5.751	10.6824	24.7556
Si	2.4892	2.9185	24.6495
Si	8.4379	2.4638	24.8391
Si	0.2877	5.1721	24.7635
Si	5.1703	5.7504	24.7011
Si	2.9495	8.0045	24.6138
Si	7.9525	8.4412	24.7436
Si	1.3399	1.3865	26.0468
Si	6.8571	1.3114	26.1306
Si	4.0563	4.1063	25.993
Si	9.6154	4.0668	26.0895
Si	1.4091	6.8283	26.0093
Si	6.7806	6.8557	26.035
Si	4.1101	9.5393	26.004
Si	9.477	9.5726	26.1567
Si	2.735	-0.0083	27.3542
Si	8.168	-0.0193	27.562
Si	0.0142	2.7223	27.4911
Si	5.4481	2.7446	27.3705
Si	2.7362	5.4654	27.4309
Si	8.1932	5.4731	27.3656
Si	0.0033	8.1821	27.3797
Si	5.4423	8.201	27.4485
Si	4.0868	1.3679	28.7475
Si	9.5792	1.36	28.8456
Si	1.371	4.1144	28.8133
Si	6.8318	4.1024	28.7492
Si	4.0971	6.8218	28.8029
Si	9.5639	6.8291	28.7578
Si	1.3736	9.5624	28.7457
Si	6.7868	9.5474	28.8516
Si	0.0195	-0.0204	30.156
Si	5.4432	0.018	30.1603
Si	2.7389	2.7321	30.147
Si	8.1933	2.745	30.1517
Si	-0.0095	5.4757	30.1518
Si	5.4762	5.4614	30.1476
Si	2.7288	8.2044	30.1434
Si	8.2063	8.1938	30.1542
Si	1.3673	1.3673	31.515
Si	6.8362	1.3673	31.515
Si	4.1018	4.1018	31.515
Si	9.5708	4.1018	31.515
Si	1.3673	6.8362	31.515
Si	6.8362	6.8362	31.515
Si	4.1018	9.5708	31.515
Si	9.5708	9.5708	31.515
Si	2.7345	0	0.6835
Si	8.2035	0	0.6835
Si	0	2.7345	0.6835
Si	5.469	2.7345	0.6835
Si	2.7345	5.469	0.6835
Si	8.2035	5.469	0.6835
Si	0	8.2035	0.6835
Si	5.469	8.2035	0.6835
Si	4.1169	1.3651	2.051
Si	9.5637	1.371	2.0787
Si	1.3646	4.1194	2.0414
Si	6.8631	4.0689	2.0638
Si	4.1183	6.8129	2.0259
Si	9.5706	6.8371	2.0515
Si	1.3346	9.5813	2.0237
Si	6.8272	9.5973	2.0443
Si	-0.0077	-0.0114	3.4301
Si	5.4811	0.0151	3.4547
Si	2.7674	2.7743	3.3736
Si	8.1948	2.7031	3.5063
Si	-0.0076	5.4649	3.4311
Si	5.4898	5.4463	3.3925
Si	2.6979	8.1729	3.315
Si	8.203	8.2379	3.3814
Si	1.3696	1.4426	4.6944
Si	6.8796	1.2835	4.9432
Si	4.205	4.0397	4.7892
Si	9.5281	4.1683	4.8381
Si	1.4462	6.7993	4.7498
Si	6.7742	6.9155	4.7
Si	3.9826	9.571	4.6543
Si	9.5829	9.5127	4.8107
Si	2.7687	0.0993	6.0355
Si	8.216	-0.1689	6.3142
Si	-0.0114	2.7447	6.1237
Si	5.5559	2.7215	6.3042
Si	2.8272	5.4258	6.1096
Si	8.1635	5.6668	6.1359
Si	0.1211	8.1625	6.1145
As	5.3832	8.3261	6.0906
Si	3.9552	1.4838	7.5875
Si	9.8048	1.1382	7.4516
Si	1.729	3.7631	7.3579
Si	6.6697	4.4827	7.4987
Si	4.3366	6.6453	7.4656
Si	9.6376	6.9297	7.5116
Si	1.1571	9.9426	7.2912
As	7.5007	8.8612	7.9243
O	9.15	8.2095	8.4542
O	2.783	2.6054	7.8381
O	9.5341	1.3515	24.2789
O	4.0656	6.8637	24.138
O	0.0441	0.0642	7.9195
O	5.5143	5.5984	7.9682
O	6.8591	9.5712	24.2094
O	1.3777	4.0606	24.1763
O	3.8124	7.4339	8.835
O	1.3614	4.3865	8.824
O	10.0738	5.7372	8.5783
O	2.0731	9.447	8.556
O	7.4692	3.979	8.8559
O	4.3313	0.8822	9.0954
O	7.0569	9.6698	9.4497
O	9.1977	1.9067	8.7814
O	7.717	3.1444	23.5349
O	10.5194	5.8568	23.4549
O	5.1101	0.4473	23.4211
O	5.8835	5.0991	23.3703
O	3.114	2.2074	23.2866
O	2.3144	8.7136	23.2469
O	8.639	7.7646	23.4063
O	0.2497	10.3378	23.6047
Si	4.4065	1.5776	22.4878
Si	3.5739	7.9346	14.1038
Si	7.1987	0.9678	14.7069
Si	0.9709	9.3591	22.543
Si	1.2547	4.3119	11.9701
Si	6.3536	8.9761	15.3701
Si	0.7393	1.362	12.3909
Si	8.6636	4.9466	20.5466
Si	0.5193	5.6216	9.4249
Si	5.1707	3.1192	17.9746
Si	0.954	3.7415	16.8075
Si	10.4631	2.8587	19.2798
Si	5.322	1.179	10.3891
Si	0.945	0.187	19.889
Si	6.7546	9.4933	11.0422
Si	9.3947	9.6747	18.4038
Si	9.5069	9.2394	12.6983
Si	6.5876	3.8476	22.603
Si	2.438	8.1306	9.4104
Si	10.6636	7.3634	17.172
Si	2.5749	6.3036	16.6495
Si	10.2474	4.4827	14.2519
Si	6.2022	9.1853	18.5681
Si	7.9772	2.6145	9.5995
Si	8.9416	2.1618	12.4704
Si	5.4139	6.2424	18.1132
Si	3.9721	0.5553	19.4923
Si	4.3406	3.8494	12.0899
Si	5.6286	6.6026	12.2135
Si	8.0838	2.5073	17.254
Si	4.4333	2.4791	15.0063
Si	1.6164	1.2045	15.3463
Si	1.6674	9.428	12.1027
Si	8.148	6.8456	13.9345
Si	10.4841	9.8373	15.5963
Si	9.8292	7.0276	22.566
Si	8.1731	5.4813	17.445
O	6.1162	7.9822	11.3856
O	6.1112	9.2137	16.9494
O	7.7418	1.4004	13.2374
O	0.9032	1.7058	13.9764
O	9.5155	6.2405	16.9572
O	6.8724	6.1988	13.1762
O	5.211	4.654	18.6474
O	9.2964	2.1727	18.3167
O	2.4151	0.1007	19.1011
O	9.4808	10.2304	16.8474
O	2.8579	4.4804	11.7846
O	5.1153	10.3169	19.1442
O	9.5028	3.27	13.4924
O	0.5194	1.7759	20.0054
O	3.2203	1.3679	15.092
O	8.2052	5.3537	19.0555
O	3.9621	6.595	17.4547
O	4.6357	3.2906	16.4232
O	9.1296	5.65	14.4131
O	5.4598	2.7716	22.1505
O	10.7292	4.0859	15.7413
O	0.407	3.8824	18.3403
O	10.4748	10.5232	19.2895
O	9.7722	10.04	14.133
O	10.9244	8.1374	22.0989
O	1.3028	2.1631	16.6205
O	9.7828	3.7544	20.4685
O	8.186	4.0348	16.7095
O	0.055	9.1146	11.987
O	6.6514	2.4065	18.0338
O	5.6456	10.7392	11.2772
O	7.8064	9.5958	18.919
O	10.0951	1.0401	12.0961
O	1.2512	7.0499	9.2242
O	0.7048	4.787	13.4374
O	5.7776	7.6207	19.0299
O	5.314	5.0952	11.5734
O	2.779	7.0151	15.1973
O	1.0247	2.7385	11.5852
O	0.97	10.6718	15.6827
O	2.5197	8.6432	10.948
O	4.7198	2.4415	11.2894
O	4.3382	3.502	13.7158
O	2.2511	4.6998	16.5308
O	10.7882	8.2466	15.7966
O	7.0205	10.2982	14.716
O	2.4384	8.9525	13.477
O	8.1233	1.526	15.9448
O	4.2195	6.9754	12.9536
O	4.2426	2.0065	18.752
O	7.3234	4.4125	21.2838
O	8.4629	2.9362	11.1195
O	1.256	6.8694	17.458
O	5.7264	1.5652	14.8284
O	8.1888	9.7768	11.8421
O	9.2255	6.2967	21.2533
O	9.1128	7.6924	12.9605
O	1.7355	0.135	11.9692
O	6.7136	6.1592	17.099
O	7.4758	7.8071	15.0871
O	1.2819	10.3047	21.2622
O	10.0838	8.1936	18.443
O	3.9787	0.8496	21.1034
O	0.3665	5.2805	10.9952
O	6.7206	1.6037	9.6762
O	4.8608	8.721	14.7442

Results
free energy: -144192.153 eV
free energy less fixed offsets of As -4857.07, O -569.03, Si -635.61 eV per atom: -0.403 eV

Forces (eV/angstrom), in the order of the atoms: element, x, y, z
Si	-0.0205	0.0113	-0.0372
Si	0.0223	-0.007	-0.0418
Si	-0.0142	0.0115	-0.0388
Si	0.0138	-0.0147	-0.0359
Si	0.0087	-0.0185	-0.0386
Si	-0.0116	0.0152	-0.044
Si	0.0125	-0.0147	-0.0433
Si	-0.0054	0.0198	-0.0365
Si	-0.0036	0.0084	0.0055
Si	0.0025	-0.0107	-0.0027
Si	0.0025	0.0015	0.0112
Si	0.0041	-0.0068	0.0051
Si	0.003	0.0046	0.0131
Si	0.0031	0.008	0.0143
Si	-0.0005	-0.0035	0.013
Si	-0.0109	-0.0001	-0.004
Si	0.0016	-0.0009	0.0027
Si	-0.0011	-0.0008	-0.0087
Si	0.0027	-0.0007	-0.0087
Si	-0.0093	0.0097	-0.0015
Si	0.0006	-0.0005	-0.0098
Si	-0.0005	0.0016	-0.0052
Si	0.0055	-0.0101	-0.0038
Si	0.0063	0.0032	-0.0052
Si	-0.0019	-0.004	-0.0131
Si	0.0012	0.0055	-0.0235
Si	0.0034	0.0014	-0.015
Si	0.0009	-0.0041	-0.0122
Si	-0.0009	0.0019	-0.0081
Si	-0.0012	-0.0022	-0.0114
Si	-0.0012	-0.0011	-0.0132
Si	-0.0017	-0.0036	-0.0137
Si	0.0082	-0.0074	-0.0003
Si	-0.0124	0.0128	-0.0042
Si	0.012	-0.0107	0.0042
Si	-0.0111	0.011	-0.0038
Si	-0.012	0.0094	-0.0024
Si	0.0107	-0.006	0.0018
Si	-0.0065	0.0109	0.0001
Si	0.0164	-0.0158	-0.0066
Si	0.0909	-0.0343	0.034
Si	-0.0425	0.0862	0.0161
Si	0.0474	-0.0784	0.0152
Si	-0.0708	0.0782	0.0359
Si	-0.0341	0.0804	-0.005
Si	0.0496	-0.0767	0.0618
Si	-0.1747	0.0056	0.0455
Si	0.0358	-0.1279	0.0312
Si	0.0369	0.0038	0.0438
Si	0.019	0.1708	-0.0237
Si	-0.0571	-0.0558	0.0998
Si	0.0996	-0.0189	0.0049
Si	-0.0619	0.0317	-0.2276
Si	0.0699	-0.1397	0.1003
Si	-0.1711	-0.0374	-0.1617
Si	0.0785	0.0513	-0.0601
Si	0.0085	-0.0173	0.0044
Si	-0.0156	0.0055	-0.0173
Si	-0.0086	0.0019	0.0008
Si	0.0161	-0.0013	-0.0043
Si	-0.0064	0.0027	0.0067
Si	0.0075	-0.011	0.0072
Si	0.0006	-0.0181	0.0005
Si	-0.0087	0.0114	-0.0062
Si	0	0.0045	0.0129
Si	0.0227	0.0119	0.023
Si	0.0117	0.0133	0.0295
Si	0.0062	0.0061	0.0025
Si	0.0019	0.0085	0.018
Si	-0.0118	-0.0282	-0.0004
Si	0.0055	0.0221	0.0047
Si	0.0062	0.0088	0.0093
Si	0.0028	-0.0039	-0.0053
Si	-0.0313	0.0111	-0.0135
Si	-0.0019	-0.0151	0.0047
Si	0.0223	-0.0094	-0.0012
Si	-0.0093	-0.0028	0.0074
Si	0.0186	-0.0205	0.032
Si	-0.0426	-0.0001	-0.0055
Si	-0.0279	0.011	0.0231
Si	0.0293	-0.0263	0.0077
Si	-0.0557	-0.035	-0.0505
Si	0.034	0.0011	0.0193
Si	-0.0278	0.0077	-0.0086
Si	-0.0032	0.0335	0.0149
Si	0.0063	-0.0237	-0.0088
Si	-0.0058	0.0275	-0.0125
As	0.1227	0.0644	0.0102
Si	-0.0369	0.0172	0.0171
Si	0.0633	0.03	0.0412
Si	0.0029	-0.0226	0.0104
Si	-0.0219	0.028	0.0301
Si	0.0025	-0.0189	0.0191
Si	-0.0055	0.0047	0.0455
Si	0.0012	0.0181	0.0345
As	-0.0272	-0.0398	0.0096
O	-0.0351	-0.0209	-0.0056
O	0.0105	-0.016	0.0252
O	-0.0022	-0.0009	-0.0186
O	-0.0015	0.0051	-0.015
O	-0.0023	-0.0102	0.0207
O	0.0166	-0.0234	0.0335
O	-0.0022	-0.0009	-0.017
O	0.0011	-0.0067	-0.0166
O	-0.0161	0.0035	-0.0035
O	-0.016	0.0154	-0.0088
O	0.0144	0.0262	-0.0068
O	-0.0195	-0.0255	0.0007
O	0.0003	-0.0201	-0.0021
O	0.0011	0.017	-0.017
O	0.0142	0.0002	0.0136
O	-0.0176	-0.0079	-0.0037
O	-0.0094	0.0012	0.0022
O	0.0042	0.011	0.0055
O	-0.0014	0.0068	0.0075
O	-0.0051	-0.0108	0.0105
O	0.0145	0.0071	0.0108
O	-0.0096	-0.0098	0.0159
O	0.0086	0.0012	0.0095
O	0.007	-0.0015	0.0038
Si	0.0022	0.0026	-0.0009
Si	-0.0047	-0.0005	0.0011
Si	0.0048	-0.0009	-0.0008
Si	-0.0048	0.0029	0
Si	-0.0018	0.0064	-0.0013
Si	0.0018	0.0004	0.0008
Si	0.004	-0.0016	-0.0056
Si	-0.0002	0.0005	0.0017
Si	0.0079	0.0111	0.0015
Si	-0.0022	-0.0005	-0.0018
Si	-0.0002	0.0024	0.0032
Si	0.0036	0.0006	0.0076
Si	0.0049	0.0077	-0.0021
Si	0.0021	0.0077	0.0072
Si	0.0038	0.0079	0.0204
Si	0.0045	-0.0005	-0.0012
Si	0.0029	0.0007	-0.0003
Si	0.0013	-0.004	-0.0008
Si	-0.0005	-0.0062	-0.0088
Si	-0.0054	0.0061	-0.0002
Si	-0.0002	0.0014	-0.003
Si	0.0007	0.0017	0.0038
Si	0.0028	-0.004	-0.0051
Si	-0.0023	0.005	0.0019
Si	0.0018	-0.0007	-0.0033
Si	0.0038	0.002	0.0045
Si	-0.0088	0.0036	0.0103
Si	-0.0076	0.0054	0.0055
Si	-0.0033	-0.004	0.005
Si	0.0036	-0.0026	0.0002
Si	-0.0019	0.0037	0.0001
Si	0.0018	-0.0026	0.004
Si	0.0068	-0.0013	-0.0016
Si	0.0017	-0.0048	0.0059
Si	0.0005	0.0004	-0.0011
Si	0.0018	0.0008	-0.003
Si	-0.0011	-0.006	0.0031
O	-0.0023	0.0079	0.0047
O	0.0102	-0.0045	0.0068
O	0.0145	0.0029	0.007
O	0.0084	-0.0136	-0.0061
O	-0.0022	0.0011	-0.0044
O	0.012	0.0206	0.002
O	0	-0.0034	-0.0151
O	-0.0036	0.0272	-0.0038
O	0.0115	0.0066	0.0093
O	0.0183	-0.0168	0.0109
O	-0.0051	-0.0045	0.0128
O	-0.0032	0.0003	-0.0088
O	0.0083	0.0013	-0.0104
O	-0.0012	0.0146	-0.0124
O	-0.0001	0.0199	0.0008
O	0.0104	-0.0086	-0.0089
O	-0.0108	-0.0039	-0.0064
O	0.0095	-0.0196	0.0101
O	0.0001	-0.0065	-0.0018
O	-0.0019	-0.004	0.0169
O	0.0133	-0.0024	0.002
O	-0.0104	-0.0176	-0.012
O	0.0006	-0.0086	-0.0057
O	0.018	-0.0254	0.0049
O	0.0002	0.0037	0.0188
O	-0.0016	0.0074	-0.0216
O	-0.0138	0.0097	-0.0264
O	0.0018	-0.0116	0.0271
O	0.011	0.0024	0.0089
O	0.0052	0.0115	-0.0169
O	-0.0008	0.0039	-0.0086
O	0.0024	0.0062	-0.0079
O	-0.0013	0.0376	0.0184
O	0.0104	-0.0078	0.021
O	-0.0049	-0.0192	-0.0062
O	-0.0092	0.0025	-0.0124
O	-0.0067	-0.0084	-0.0141
O	0.0099	0.0044	0.0037
O	-0.0062	0.0026	0.0131
O	-0.0216	0.0006	-0.0059
O	-0.0151	0.0021	-0.0025
O	0.0201	-0.0009	-0.0011
O	0.0018	-0.0164	-0.0058
O	-0.0139	-0.0004	0.0043
O	-0.0068	0.0174	0.019
O	-0.0086	0.0032	0.007
O	0.0086	-0.0045	-0.0014
O	-0.0204	0.0075	0.0001
O	0.0094	0.0147	0.0033
O	0.012	-0.0022	-0.0031
O	0.0163	0.0017	0.0146
O	0.0025	-0.0228	-0.0048
O	0.0095	-0.0098	-0.0097
O	0.0089	0.0135	0.0015
O	-0.0199	-0.0084	-0.0137
O	-0.0009	-0.0141	0.013
O	-0.0138	0.0138	0.0154
O	-0.0187	0.0004	0.0189
O	-0.0001	0.0037	-0.0007
O	-0.0008	0.0049	-0.0032
O	-0.0125	-0.012	-0.0005
O	0.0023	0.014	-0.0303
O	0.0059	0.0073	-0.0098
O	0.0145	-0.0084	-0.0134
O	0.0002	0.014	0.0218
O	0.0026	-0.0076	-0.0043

The program warned: the cutoff lies below the one the program advises for these potential files; the exchange-correlation potential is rough where the density is thin.
